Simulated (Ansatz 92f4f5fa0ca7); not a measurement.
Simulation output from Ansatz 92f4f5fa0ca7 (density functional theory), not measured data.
Periodic cell of 268 atoms, Si148O120, from a study of silicon, its oxide and their interface. The atomic structure is a simulated model.
This geometry differs little from another in the collection (a relaxation step or a small displacement).

Settings
functional: r2SCAN
potential files: Ansatz PAW
basis: plane waves
wave-function cutoff: 800 eV
density cutoff ratio: 5
exchange-correlation grid ratio: 1
k mesh: 1 x 1 x 1, shifted by 0.5 0.5 0 of a step
self-consistency stop: 1e-10 eV per atom in the density residual
occupations: fixed
spin: none
net charge: 0

Cell vectors (angstrom)
a, 10.88, 0, 0
b, 0, 10.88, 0
c, 0, 0, 37.5246

Atoms and the computed forces on them: element, x, y, z (angstrom), force x, y, z (eV/angstrom)
Si, -0.4513, 0.2588, -0.1364, 0.0002, -0.0009, -0.0006
Si, 2.9216, 2.4314, 0.1035, -0.0073, 0.0026, -0.0028
Si, -0.4092, 5.7782, 0.1547, -0.0036, -0.0034, 0.0024
Si, 2.7295, 7.8631, -0.1763, -0.0027, 0.0005, -0.0037
Si, 5.1397, 0.2421, 0.0888, 0.0102, -0.0134, -0.0051
Si, 8.299, 2.5917, -0.2514, -0.0025, 0.0029, -0.0012
Si, 5.1052, 5.7679, -0.2154, -0.0002, -0.0025, -0.0004
Si, 8.1913, 8.1159, 0.0619, -0.001, -0.003, 0.0095
Si, 1.2144, 1.3174, 1.2275, -0.0011, 0, 0.0003
Si, 4.0616, 4.1447, 1.2084, -0.0013, 0.0012, -0.001
Si, 1.296, 6.8195, 1.3386, -0.0003, 0, -0.0003
Si, 3.9054, 9.4724, 1.1888, -0.0003, -0.001, -0.0006
Si, 6.7604, 1.4703, 1.2225, 0.0011, -0.0001, -0.0003
Si, 9.3864, 4.0599, 1.2568, -0.0006, 0.0022, -0.0009
Si, 6.5975, 6.8801, 1.2419, 0.0002, 0.0002, 0.0002
Si, 9.3848, 9.6537, 1.3394, 0.001, -0.0021, 0.0001
Si, -0.073, 2.7393, 2.6037, 0.0015, 0.0012, 0
Si, 2.5815, -0.0437, 2.5927, -0.0026, -0.0015, 0.0009
Si, -0.0558, 8.2565, 2.6244, -0.0016, 0.0022, -0.001
Si, 2.6709, 5.4299, 2.6278, -0.0011, 0, 0.0003
Si, 5.4246, 2.8184, 2.602, 0.0027, 0.0045, 0.002
Si, 8.0374, 0.1054, 2.6664, -0.0003, -0.0042, 0.0017
Si, 5.3002, 8.22, 2.6308, 0.0027, 0.0002, 0.0001
Si, 8.0084, 5.4649, 2.5719, 0.0001, 0.0012, 0.0004
Si, 1.3092, 4.0742, 3.9652, -0.0006, 0.0001, -0.0011
Si, 4.0246, 1.3726, 3.8767, -0.0004, 0, 0.0014
Si, 1.3013, 9.5258, 4.0359, 0.0009, 0.0012, -0.0002
Si, 4.0134, 6.8075, 3.9883, 0.0002, -0.0002, 0.0002
Si, 6.7517, 4.1208, 4.0136, -0.001, 0, -0.0004
Si, 9.4643, 1.4002, 3.9952, 0.001, 0.0006, 0.0001
Si, 6.7052, 9.5663, 3.9728, 0, -0.0001, -0.0002
Si, 9.4503, 6.8228, 3.8983, -0.001, 0, -0.0003
Si, -0.054, 0.0238, 5.3431, -0.0008, -0.0008, -0.0006
Si, 2.6918, 2.7119, 5.2911, -0.0009, 0.0014, 0.0005
Si, -0.0464, 5.4683, 5.2899, 0.0001, 0.0001, 0.0001
Si, 2.6792, 8.1589, 5.3637, -0.0009, -0.0007, 0
Si, 5.3712, 0.0463, 5.3187, 0.0003, -0.0011, 0.0004
Si, 8.1263, 2.7584, 5.3557, -0.0004, -0.0001, 0.0003
Si, 5.3975, 5.4689, 5.348, 0, 0.0007, 0.0002
Si, 8.1214, 8.19, 5.2805, -0.0001, 0.0003, -0.0002
Si, 1.353, 1.3503, 6.6625, 0, 0.0004, 0.0001
Si, 4.0568, 4.0664, 6.6698, 0.0003, -0.0002, -0.0001
Si, 1.3343, 6.7789, 6.6978, 0.0002, 0.0001, -0.0001
Si, 4.0654, 9.5273, 6.6889, 0.0001, 0.001, 0
Si, 6.7704, 1.3732, 6.6924, -0.0003, 0.0007, -0.0003
Si, 9.5192, 4.0992, 6.6827, 0.0001, 0.0004, -0.0006
Si, 6.8032, 6.8228, 6.6566, 0.0002, 0.0005, 0.0005
Si, 9.4934, 9.5133, 6.682, 0.0004, 0.0002, 0.0001
Si, 0.0205, 2.716, 8.0097, 0.0007, -0.0003, -0.0001
Si, 2.7044, -0.0019, 8.0334, 0.0003, -0.0005, 0
Si, 0.0018, 8.162, 8.0445, -0.0004, 0.0004, -0.0001
Si, 2.7336, 5.4241, 8.0478, 0, 0.0007, 0.0001
Si, 5.418, 2.7293, 8.052, -0.0004, 0.0007, -0.0001
Si, 8.15, -0.0012, 8.0393, 0, 0.0003, 0
Si, 5.4725, 8.1727, 8.0203, -0.0005, 0.0002, 0.0004
Si, 8.168, 5.4711, 8.0181, 0.0003, -0.0001, 0
Si, 1.4096, 4.0129, 9.3826, -0.0016, -0.0011, -0.0003
Si, 4.0751, 1.3281, 9.3988, 0.0004, -0.0005, 0.0007
Si, 1.4018, 9.494, 9.4074, 0.0008, 0.0004, -0.0004
Si, 4.1512, 6.7913, 9.377, 0.0008, 0.0014, -0.0006
Si, 6.8068, 4.1158, 9.3636, 0.0016, -0.0008, 0
Si, 9.5599, 1.3466, 9.3692, -0.0001, 0.0024, 0.0002
Si, 6.8256, 9.5007, 9.4112, 0.0007, 0.001, 0.0001
Si, 9.5522, 6.7824, 9.3964, -0.0008, -0.0015, -0.0002
Si, 0.0513, -0.0156, 10.751, -0.0008, -0.0016, -0.0005
Si, 2.7525, 2.6678, 10.7995, 0.0005, 0, -0.0013
Si, 0.0737, 5.3905, 10.69, 0.0007, 0.0021, 0.0018
Si, 2.8401, 8.1581, 10.7433, 0.0006, 0.0004, -0.0007
Si, 5.4316, -0.0414, 10.7462, -0.0016, -0.0017, 0.0008
Si, 8.1851, 2.7435, 10.6585, -0.0008, -0.0006, 0.0044
Si, 5.5035, 5.4614, 10.7942, -0.0008, 0.0003, -0.0004
Si, 8.2128, 8.1423, 10.7651, 0.0014, 0.0012, -0.0003
Si, 1.4168, 1.273, 12.1787, -0.0006, 0.0016, -0.0003
Si, 4.1554, 4.0419, 12.1076, 0.0015, -0.0032, 0.0003
Si, 1.5312, 6.6943, 11.9847, -0.0035, -0.0007, -0.0027
Si, 4.1722, 9.4762, 12.2244, 0, 0.0014, -0.0049
Si, 6.8181, 1.3751, 11.964, 0.0054, 0.0069, 0.0003
Si, 9.5733, 4.0525, 12.0248, -0.0038, -0.0042, 0.0022
Si, 6.8961, 6.8144, 12.1859, 0.0035, -0.0032, -0.0024
Si, 9.6075, 9.4806, 12.0977, 0.0004, -0.0006, -0.0004
Si, -0.0009, 2.6677, 13.4091, -0.0031, 0.0024, 0.0005
Si, 2.7787, -0.051, 13.6303, -0.0015, -0.0009, 0.0025
Si, 0.216, 8.068, 13.2853, -0.0016, 0.0001, -0.0012
Si, 2.8479, 5.3849, 13.485, -0.001, -0.0007, -0.0031
Si, 5.5384, 2.7032, 13.4299, 0.0008, -0.0011, -0.0041
Si, 8.169, 0.0294, 13.2881, 0.0018, 0.0052, -0.0015
Si, 5.6171, 8.1518, 13.6559, -0.0006, 0.0034, 0.0031
Si, 8.3216, 5.4449, 13.4595, 0.0001, -0.0018, 0.001
Si, 1.191, 4.2037, 14.6666, -0.0015, 0.0027, -0.0052
Si, 4.3991, 1.1893, 14.8275, -0.0029, 0.0088, 0.0019
Si, 1.7648, 9.016, 14.7824, -0.0039, 0.0088, -0.0007
Si, 4.0762, 6.8646, 14.894, 0.0094, -0.0123, 0.0124
Si, 7.1595, 3.8542, 14.6934, 0.0203, -0.0221, -0.0058
Si, 9.2512, 1.5411, 14.6796, -0.0064, 0.0007, -0.0115
Si, 6.7142, 9.9346, 14.8348, 0.005, -0.0024, -0.0005
Si, 10.0262, 6.5467, 14.6761, 0.0005, 0.0006, -0.0081
Si, -1.7545, 0.7208, 19.6554, -0.0015, -0.0012, -0.0073
Si, 7.8292, 17.7608, 18.8596, 0.0004, 0.0003, -0.0052
Si, -4.5703, 4.8059, 19.9483, 0.0011, 0.0021, -0.0083
Si, 1.7841, 9.8532, 21.213, -0.0018, 0.0002, -0.0062
Si, 8.7761, 10.569, 17.011, 0.0001, 0.0009, -0.0018
Si, -0.1794, -2.5441, 16.978, -0.003, 0.0023, -0.0021
Si, -1.0019, 6.274, 29.2501, -0.0024, 0.0001, -0.0021
Si, 0.5119, 10.4798, 23.9398, 0.0001, -0.0028, -0.0042
Si, -2.4572, 7.5649, 26.815, -0.0024, -0.0017, -0.0039
Si, 12.1161, 1.3923, 19.3167, -0.0027, 0.0038, -0.0064
Si, 11.0766, 7.4082, 21.4849, 0.001, -0.0005, -0.0065
Si, 5.9401, 16.4653, 17.0688, -0.0012, -0.0015, -0.0005
Si, 7.902, 13.6726, 21.5268, 0.0011, -0.001, -0.0061
Si, -4.3746, 14.3533, 23.9501, 0.0008, 0.0008, -0.0037
Si, 2.6526, 2.5809, 16.9951, 0.0018, 0.0001, -0.0012
Si, 6.9703, 8.8721, 23.2785, -0.0005, -0.0013, -0.0056
Si, 1.5069, 7.6487, 24.2368, 0.0013, 0.0006, -0.0068
Si, 10.7656, 6.0528, 18.9187, 0.0012, 0.0006, -0.007
Si, 2.0854, 15.0049, 19.2996, -0.0001, -0.0016, -0.006
Si, 3.6738, 15.061, 24.397, 0.0004, 0, -0.005
Si, 3.8289, 5.4176, 21.4947, -0.0012, -0.0015, -0.006
Si, 3.967, 19.1813, 22.5759, -0.002, -0.001, -0.0023
Si, 12.0698, 13.1798, 25.136, -0.0005, -0.0013, -0.0032
Si, 9.2985, 3.5714, 24.0543, -0.0026, 0.0019, -0.0054
Si, 7.8548, 16.9269, 24.3558, -0.0012, -0.0005, -0.0032
Si, 1.6308, 11.4945, 27.7047, -0.002, -0.0009, -0.003
Si, 1.9582, 13.1771, 30.118, 0.0001, -0.0022, -0.0006
Si, 8.7079, 14.3228, 28.8883, -0.0016, -0.0015, -0.0011
Si, 8.6358, -1.8998, 20.806, 0.0017, 0.0018, -0.0053
Si, 5.9483, 10.3929, 32.5573, -0.002, -0.0016, 0.0005
Si, 13.6844, 17.1596, 26.3279, -0.0017, -0.0007, -0.0051
Si, 9.9894, 6.2032, 34.9804, -0.0003, -0.0009, -0.0015
Si, 0.4954, 8.938, 35.2891, -0.0004, -0.001, 0.0009
Si, 6.5069, 9.4586, 35.3211, 0.0022, 0.0012, 0.0005
Si, 3.2478, 19.7721, 27.869, -0.0005, -0.0014, -0.0015
Si, 19.3743, 10.6226, 31.0212, -0.0008, -0.0011, -0.0016
Si, 9.4098, 11.461, 28.0393, -0.0008, -0.0011, -0.0019
Si, 4.4324, 19.1287, 33.6675, -0.0012, 0.0004, -0.0013
Si, -7.801, 15.8301, 29.1128, -0.0018, -0.0001, -0.0021
Si, -2.1383, 10.0653, 25.3534, -0.0005, -0.002, -0.0037
Si, 1.9391, 9.3447, 32.7375, -0.0008, 0.0003, 0.0007
Si, 3.2097, 11.9491, 32.5304, 0.0007, -0.0021, -0.0004
Si, 3.4421, 5.3131, 33.0826, 0.0001, 0.0002, -0.0017
Si, 1.856, 18.2956, 30.1689, 0, -0.0009, -0.0014
Si, 7.2292, 4.7209, 35.1449, -0.0014, -0.0004, 0.001
Si, -4.7725, 18.8526, 28.65, 0.0002, 0.0003, -0.0026
Si, 2.4326, 3.0563, 34.6789, -0.0002, -0.0001, -0.0048
Si, -4.7751, 15.7253, 29.2233, -0.0005, -0.0004, -0.0029
Si, 0.5337, 15.3556, 33.0154, 0.0009, 0.0002, -0.0003
Si, 6.3564, 5.3182, 32.2202, -0.0033, -0.0009, -0.0003
Si, 7.8414, 7.7108, 31.1217, -0.0002, -0.0016, -0.002
Si, 9.9606, 13.1612, 31.2444, -0.0019, -0.0021, -0.0012
O, 0.9603, 3.4603, -3.3438, -0.0008, -0.0001, 0.0015
O, -1.4879, 1.4283, -0.6846, -0.001, -0.0047, 0.0051
O, 2.2838, 3.0012, -1.2647, 0.001, -0.0023, 0.0001
O, -7.3852, 4.2232, -3.2444, -0.0004, -0.0006, 0.001
O, -0.3372, 5.7288, -3.9871, -0.002, -0.0001, 0.0024
O, -0.0301, 5.415, -1.4038, 0, 0.0014, 0.0006
O, -4.1395, 19.1752, -7.4327, -0.0024, -0.0003, 0.0031
O, 1.8256, 8.3684, -1.4602, -0.0008, -0.0014, 0.0018
O, 4.0328, 1.3404, -0.3996, 0.0036, 0.0052, 0.0144
O, 5.8412, -0.3154, -1.2579, -0.01, 0.0065, -0.004
O, 6.8316, 4.5111, -3.959, -0.0011, 0.0004, 0.0008
O, 4.7358, 5.1355, -5.3857, -0.0013, -0.0002, 0.0017
O, 5.9371, 5.2689, -1.5469, -0.0002, -0.0007, 0.0001
O, 3.8614, 6.7613, -0.6723, 0.0015, 0.0013, 0.0027
O, 9.3236, 6.9409, -0.0533, 0.002, 0.0018, -0.0062
O, 0.0762, 6.1358, 20.5236, 0.0011, 0.0008, 0.0044
O, 0.1637, 5.3656, 15.2078, -0.0055, -0.0024, 0.0073
O, 3.8934, 1.9121, 16.2096, 0.0021, -0.0048, 0.0043
O, 1.8204, 0.0757, 20.0456, 0.0023, -0.003, 0.0027
O, 2.9494, 7.9869, 15.2572, 0.0086, 0.0084, -0.0149
O, 0.9491, 9.1754, 16.1825, -0.0011, -0.0011, 0.0024
O, 3.1022, 3.6894, 18.0978, -0.0003, 0.001, 0.0018
O, 1.2024, 8.4273, 20.7242, -0.0008, 0.0003, 0.0005
O, 4.6413, 6.2145, 16.3063, -0.0044, 0.0036, 0.0065
O, 12.6015, 3.3301, 15.9207, 0.0031, 0.0003, 0.0013
O, 6.6057, 4.5476, 16.0439, -0.0111, 0.0159, -0.0148
O, 9.6172, 0.6726, 16.0184, 0.0005, -0.0021, 0.0009
O, 5.5043, 10.9503, 15.2697, -0.007, -0.0051, -0.007
O, 7.5899, 9.7942, 16.2168, -0.0026, 0.0018, 0.0042
O, 5.7027, 4.7288, 18.4365, 0.0105, -0.0023, 0.0026
O, 9.7261, 7.4536, 16.0068, 0.0006, 0.0009, 0.0029
O, -0.3736, 1.4577, 19.2883, -0.0003, 0.0038, 0.0065
O, 5.3721, 8.754, 23.2008, -0.0008, 0.0024, 0.0024
O, -3.2084, 18.3202, 23.5748, 0.0003, -0.0019, 0.001
O, -1.29, 7.9924, 21.6333, 0.0033, -0.0038, 0.0021
O, 5.1453, 4.6273, 21.0228, -0.0034, -0.0011, -0.0005
O, 1.8127, 1.4416, 17.7949, -0.0043, 0.0004, 0.0027
O, 0.7499, 10.3368, 22.3595, -0.002, -0.001, 0.0035
O, 3.2751, 9.5549, 21.7949, 0.0004, -0.0017, 0.0015
O, 8.2222, 12.3117, 20.7669, -0.002, -0.0026, 0.0028
O, 8.2004, 13.5727, 15.1855, 0.0044, 0.0034, 0.0208
O, -1.0881, -1.3979, 17.6258, -0.0004, -0.0006, 0.0019
O, -1.6909, 3.1836, 22.4624, 0.002, -0.0028, 0.0034
O, 1.3517, 11.793, 24.3289, 0.0012, 0.0011, -0.0004
O, 1.4584, 6.5752, 25.452, 0.0007, -0.0035, 0.0028
O, 5.0074, 3.2365, 24.5167, -0.0014, -0.0017, 0.0039
O, 8.1085, 8.3649, 19.3992, -0.0003, -0.0003, 0.0039
O, 8.2507, 11.4005, 18.2995, 0.0041, 0.0035, 0.0023
O, 2.7176, 16.0508, 20.3432, 0.0006, 0.0061, 0.0052
O, 17.8455, 6.27, 20.0814, -0.0008, -0.0032, 0.0027
O, 3.0511, 7.8532, 23.8213, -0.0021, -0.0027, 0.0011
O, 11.3208, 7.3511, 18.1036, 0.0009, -0.0013, 0.0016
O, 19.5034, 0.0634, 26.7102, -0.0011, -0.0001, 0.0033
O, 1.7166, 13.6264, 20.0789, 0.0038, -0.001, 0.0004
O, 6.6254, 13.5787, 22.5274, -0.0029, -0.0002, 0.0019
O, 9.1932, 19.4593, 25.8226, -0.0007, -0.0009, 0.0012
O, 7.5061, 14.6703, 20.314, 0.0004, -0.002, 0.0034
O, 0.7129, 7.0434, 22.9656, 0.001, 0.0025, 0.0049
O, -3.9374, 6.8039, 17.4951, 0.004, 0.0002, 0.0042
O, 4.0995, 7.0097, 21.6002, 0.0039, 0.0013, 0.0035
O, -1.3401, -0.6592, 20.3617, 0.0023, -0.0037, -0.0013
O, 7.8854, 13.9212, 24.7505, 0.0005, 0.0002, 0.0014
O, 7.4518, 9.3879, 21.8198, -0.0013, 0.0002, 0.0047
O, 3.4252, 4.7811, 22.9159, 0.0017, -0.0024, 0.0061
O, 14.2336, 7.7441, 26.7331, -0.001, -0.0003, 0.0016
O, 7.8211, 6.3329, 25.9543, -0.0007, 0.0011, 0.0033
O, 9.1735, 5.9933, 18.6053, -0.0001, -0.0004, -0.0019
O, 0.7675, 15.6279, 18.5558, -0.0005, -0.0007, 0.0014
O, 2.6389, 10.2785, 27.2509, -0.001, -0.0016, 0.0008
O, 0.4563, -4.1905, 29.8037, -0.0011, 0.0003, 0.002
O, 12.3166, 12.7398, 26.6746, 0.0008, -0.0029, 0.002
O, -3.5007, 9.9095, 24.4729, 0.0012, 0.0011, 0.0038
O, 0.9694, 19.9914, 24.6772, 0.0023, -0.0014, 0.0023
O, -1.0349, 21.5862, 24.3507, -0.0018, -0.0005, 0.0026
O, 11.286, 12.8206, 30.3916, -0.0016, -0.0023, 0.0008
O, 19.6623, 10.8239, 29.4179, -0.0002, -0.0013, 0.0011
O, 13.8115, 13.0994, 31.4189, -0.0008, -0.0003, -0.0004
O, 13.2382, 3.3263, 24.748, -0.0025, -0.0018, 0
O, 9.7501, 15.5771, 28.8851, -0.0012, -0.0015, 0.0018
O, 9.2367, 16.0886, 24.1016, 0.0012, -0.0012, -0.0023
O, 6.7036, 4.7778, 30.7354, -0.0003, -0.0011, 0.0017
O, -1.3816, 7.0966, 27.917, 0.0016, -0.0031, 0.0024
O, 2.1789, 10.7827, 32.0449, 0.0006, -0.0012, -0.0005
O, 2.3897, 12.0994, 29.0024, 0.0011, -0.0008, 0.0001
O, 7.2198, 14.8312, 28.433, -0.001, -0.0008, 0.0017
O, -4.245, 15.9806, 23.8377, 0, 0, -0.0001
O, 10.6161, 2.9781, 24.7888, 0.0013, -0.0008, 0.0022
O, 8.703, 13.702, 30.3846, -0.0006, -0.001, 0.0021
O, 6.8374, 10.2541, 33.9351, 0.0031, -0.0023, 0.0015
O, 9.4289, 11.717, 31.8259, 0.0002, -0.0011, 0.0015
O, 3.0128, 17.146, 30.0841, -0.0001, -0.0008, 0.0021
O, 10.9777, 10.9919, 27.9713, -0.0001, -0.0015, 0.0009
O, -3.7077, 19.2297, 27.4917, 0.0003, -0.0002, 0.0029
O, 5.4093, 8.3114, 34.9533, 0.0005, -0.0051, 0.0023
O, 2.8593, 12.5307, 34.0023, -0.0021, -0.0008, 0.0012
O, -3.952, 21.7693, 31.3768, -0.0003, 0.0001, 0.0004
O, 14.7214, 27.176, 25.4358, -0.0003, 0.0002, 0.002
O, 2.5281, 5.4206, 27.662, -0.0015, -0.0026, 0.0031
O, 13.076, 19.4027, 29.0451, -0.0011, 0.0006, 0.0025
O, 10.4201, 14.4441, 32.1258, 0.0006, -0.0003, 0.001
O, 4.7672, 8.8767, 28.478, -0.0009, -0.0011, 0
O, 3.7138, 17.6925, 33.6158, -0.0001, -0.0018, 0.0015
O, 9.2408, 23.9664, 27.9789, -0.0011, -0.0006, 0.0011
O, 8.7048, 9.0564, 31.5241, -0.0002, -0.0006, 0.0014
O, 5.2633, 8.8998, 32.4027, -0.0014, 0.0004, 0.0032
O, -2.4603, 5.8211, 35.1229, 0.0001, 0.0001, 0.0009
O, -2.0456, 6.6569, 30.4167, -0.0018, -0.001, -0.0007
O, 2.0553, 14.6945, 29.6, -0.0007, 0.0004, 0.0019
O, 4.5762, 15.1844, 29.0977, -0.0008, -0.0011, 0.0004
O, 0.6877, 9.3573, 33.7369, 0.0001, 0.0016, 0.0013
O, 0.0114, 10.2594, 36.0892, -0.0008, 0.0001, -0.0009
O, 4.7515, 11.4814, 32.5855, -0.0002, -0.0004, 0.0012
O, -3.1602, 8.7452, 36.1271, -0.0031, 0.003, 0.0002
O, 3.1789, 9.2435, 33.78, -0.0013, -0.0004, 0.0029
O, 7.0628, 6.8148, 32.2748, 0, -0.001, 0.0011
O, 7.7383, 3.3562, 35.9093, 0, -0.0008, -0.0011
O, 1.8365, 19.049, 31.6151, -0.0014, -0.0024, 0.0003
O, 10.2464, 7.787, 35.162, -0.0014, 0.0007, -0.0027
O, 5.9596, 17.2294, 28.614, -0.0007, -0.0011, 0.0012
O, 1.9458, 5.1014, 32.418, -0.0011, 0.0003, 0.0014

Results
free energy: -163110.365 eV
free energy less fixed offsets of O -570.45, Si -639.56 eV per atom: -1.485 eV

The program warned: the cutoff lies below the one the program advises for these potential files; the forces do not sum to zero within the program's tolerance; empty levels may hold ghost states of the PAW files; the exchange-correlation potential is rough where the density is thin.
